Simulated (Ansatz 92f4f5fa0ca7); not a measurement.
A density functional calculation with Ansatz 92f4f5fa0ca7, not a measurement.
Periodic cell of 158 atoms, Si90O68, from a study of silicon, its oxide and their interface. The atomic structure is a simulated model.

Settings: functional r2SCAN; potential files Ansatz norm-conserving; basis plane waves; wave-function cutoff 1300 eV; density cutoff ratio 4; exchange-correlation grid ratio 1; k mesh 2 x 2 x 1, shifted by 0.5 0.5 0.5 of a step; self-consistency stop 5e-10 eV per atom in the density residual; occupations Fermi-Dirac, 0.05 eV; spin none; net charge 0.

Cell vectors (angstrom)
a	10.8445	0.0181	0.0523
b	0.0181	10.9429	-0.0175
c	0.1083	-0.0363	22.2167

Atoms and the computed forces on them: element, x, y, z (angstrom), force x, y, z (eV/angstrom)
Si	4.7176	5.3402	20.7908	0.3166	-0.2443	0.519
Si	3.0744	9.5762	16.5246	0.0598	-0.1549	0.195
Si	8.91	6.5032	17.0598	-0.0645	-0.3432	0.8227
Si	9.5697	1.2871	12.4477	0.0581	0.5188	-0.2624
Si	7.3287	8.1369	21.6177	-0.5444	-0.3175	0.679
Si	4.9487	8.3379	21.1684	0.1047	-0.1622	-0.012
Si	3.793	10.473	13.9038	-0.326	0.4162	0.0875
Si	5.0735	0.9873	20.9031	-0.0184	0.295	0.3486
Si	1.2963	1.3152	1.6174	-0.0464	0.0786	0.0303
Si	4.0009	4.0244	1.2409	0.5463	0.4882	-0.3317
Si	1.8378	7.3424	1.613	-0.243	-0.2116	-0.0886
Si	3.5897	8.9688	1.6362	0.2796	0.4346	-0.2419
Si	6.8068	1.3973	1.1326	-0.6003	-0.493	-0.2847
Si	9.5206	4.0962	1.2885	0.4899	0.5686	0.125
Si	6.6851	6.7001	1.2902	0.0131	-0.4181	-0.0628
Si	9.3419	9.6208	1.4325	-0.5497	-0.3412	-0.4333
Si	2.682	10.8338	2.8066	0.0047	-0.0999	0.0643
Si	10.8078	2.7966	2.8377	-0.041	0.0158	0.311
Si	2.8116	5.4661	2.7023	0.002	-0.048	0.0448
Si	10.7716	8.2457	2.7451	0.1616	0.0154	0.045
Si	7.9928	0.0305	2.7318	-0.0783	0.1241	0.4634
Si	5.3983	2.6961	2.585	-0.0454	-0.0466	0.2419
Si	8.1246	5.4527	2.6281	-0.3778	0.2681	0.2112
Si	5.4417	8.0419	2.766	0.3704	0.0432	-0.0388
Si	4.0607	1.3342	4.06	-0.1303	0.0273	-0.1117
Si	1.4272	4.0829	4.0837	-0.053	0.0234	-0.1163
Si	4.1377	6.7058	4.1931	-0.0336	0.1315	-0.099
Si	1.2433	9.5506	4.1569	-0.0212	-0.0545	0.0064
Si	9.4105	1.3509	4.1351	0.0636	0.0777	-0.157
Si	6.731	4.0647	4.0216	0.1859	0.0424	-0.1684
Si	9.4955	6.8047	4.0643	0.1028	-0.2682	-0.0222
Si	6.7441	9.5384	4.0971	-0.2094	-0.0137	-0.0822
Si	10.7693	10.9309	5.5798	0.0272	-0.0254	-0.2349
Si	2.676	2.6444	5.5272	-0.0303	0.0329	-0.0485
Si	0.0713	5.4598	5.3699	0.0514	0.1374	0.3153
Si	2.6868	8.1307	5.4022	-0.0108	0.0448	0.1935
Si	5.3532	10.8968	5.4074	0.2786	0.0766	0.294
Si	8.0804	2.7432	5.4277	-0.25	-0.1785	0.0636
Si	5.4155	5.3336	5.5779	-0.045	0.0186	-0.0493
Si	8.1845	8.2033	5.4656	-0.0053	-0.0088	-0.2068
Si	1.2682	1.26	6.9482	0.1592	0.0788	-0.1467
Si	3.9744	4.0022	6.9859	0.0231	-0.0249	-0.0764
Si	1.4207	6.7686	6.8327	0.0068	-0.233	-0.0741
Si	3.9922	9.5309	6.7788	-0.1932	0.0439	-0.212
Si	6.6929	1.3482	6.7567	-0.1041	0.102	-0.234
Si	9.5556	4.0539	6.7032	0.134	0.2262	-0.1845
Si	6.859	6.7913	6.779	0.0619	-0.0723	-0.0366
Si	9.4828	9.5511	6.9699	-0.0584	-0.1497	0.1195
Si	2.6682	10.8247	8.308	-0.0042	-0.1425	-0.023
Si	10.5957	2.5917	8.227	0.1705	0.0366	0.21
Si	2.674	5.4268	8.401	-0.2524	0.0132	0.0364
Si	0.0811	8.0841	8.2251	0.0624	0.0851	-0.0457
Si	7.984	0.0406	8.1887	-0.0931	0.0142	0.0742
Si	5.4171	2.6687	8.2562	0.007	-0.1175	0.0448
Si	8.2602	5.4085	8.0799	0.0826	0.0549	-0.1664
Si	5.4373	8.1574	8.0061	0.129	-0.0037	0.0167
Si	7.9928	9.1421	15.6912	1.252	-0.2651	1.0848
Si	9.6347	9.384	13.3461	0.8904	-0.2563	0.4948
Si	9.875	6.4034	9.4942	-0.0198	0.2371	-0.3564
Si	7.2766	2.4567	19.3496	-0.3067	0.1678	0.3097
Si	8.6989	1.9042	9.4264	0.0931	-0.6376	-0.1856
Si	5.979	3.8939	13.573	-0.6572	-0.4495	0.3518
Si	0.7934	4.8273	9.9282	0.6382	-0.4328	0.1767
Si	3.9501	9.433	19.406	-0.307	0.0653	-0.1112
Si	10.6058	0.2393	0.3776	0.2799	0.106	-0.3586
Si	1.6369	3.4109	16.9287	0.468	-0.4245	0.4359
Si	0.3497	4.8755	15.6259	-0.0173	0.4502	-0.0126
Si	4.2574	1.063	9.5625	0.1994	-0.0601	0.3629
Si	8.4562	0.6343	17.0802	0.1274	0.2153	0.5644
Si	0.3882	6.1179	21.5293	-0.0034	0.0472	0.3162
Si	1.5674	8.6473	12.7466	0.3732	-0.1064	-0.1773
Si	2.5414	6.8986	14.8518	0.1317	0.1007	0.0842
Si	7.834	7.7382	11.4036	-0.1769	0.0769	-0.3526
Si	1.8036	8.991	9.6186	0.2463	-0.1131	0.3463
Si	7.2226	3.7488	9.3158	-0.4823	0.3317	-0.058
Si	1.9756	4.1851	19.9624	0.06	-0.1525	0.2453
Si	7.935	1.5383	14.0827	0.138	0.2521	0.4912
Si	4.3389	4.6744	15.9743	-0.1499	0.0681	0.4368
Si	0.7658	0.5147	17.3951	0.2345	0.0349	0.2776
Si	3.684	2.2601	12.3872	0.0733	-0.2008	-0.0727
Si	6.3555	5.8975	11.5151	-0.3334	-0.2082	-0.3698
Si	6.6074	9.6436	13.9413	-0.7829	0.7154	-0.5094
Si	9.5744	7.9029	19.7095	-0.0196	0.041	0.2217
Si	2.5869	2.5465	0.1535	-0.175	-0.1901	-0.3935
Si	4.1643	6.8878	9.4538	-0.3378	0.3698	0.1548
Si	0.8879	3.559	12.7826	0.1515	0.0926	-0.0493
Si	6.412	9.7782	9.3676	-0.304	0.5075	0.0783
Si	8.6322	2.4441	22.1324	0.1353	-0.044	-1.0385
Si	6.3637	5.0726	18.2495	-0.0861	-0.051	0.2527
Si	0.9412	10.0843	19.8856	0.1304	0.0708	0.267
O	1.7358	3.1562	21.1902	0.0669	0.0495	-0.0988
O	9.2358	7.1544	10.8471	-0.2723	0.3373	0.491
O	1.5495	3.5851	18.5369	0.0355	0.0473	-0.2434
O	10.0509	0.4536	17.1056	-0.2811	-0.0622	-0.1513
O	8.4822	7.6339	15.9803	-0.3691	0.592	-0.2455
O	0.9296	4.6587	11.5798	-0.1363	-0.08	-0.0869
O	4.9322	3.2683	12.4985	0.3465	0.2064	0.2709
O	5.9892	5.4511	19.7827	-0.0561	-0.0145	-0.1832
O	3.1701	3.6738	16.4483	-0.2009	0.1761	-0.1397
O	4.0696	9.3153	17.7747	-0.225	0.0912	-0.1624
O	2.899	8.1853	15.7414	-0.0271	0.0739	-0.162
O	9.7612	7.107	18.3037	-0.202	0.0064	-0.2959
O	10.5028	5.1386	0.4358	-0.0602	-0.1847	-0.0292
O	7.2986	2.9694	13.6583	-0.0011	-0.2396	-0.0191
O	1.3573	1.8287	16.6637	-0.1334	0.0611	0.0453
O	4.63	10.8652	19.7712	-0.0465	-0.0781	0.0628
O	4.076	9.3136	0.0777	-0.0943	-0.3659	0.0995
O	4.9387	6.3859	10.8336	0.5131	-0.3581	0.1551
O	3.5292	4.6403	19.9459	-0.1728	0.0146	-0.023
O	0.5678	3.276	9.4445	-0.1478	0.3709	-0.1348
O	6.9854	3.5851	18.2298	-0.0275	0.0904	0.1105
O	3.7261	1.5406	21.5671	0.1318	-0.0171	-0.1156
O	10.8493	2.2629	12.5352	-0.1021	-0.1095	-0.1198
O	7.9499	1.2653	18.4801	0.1117	-0.1093	-0.3637
O	8.8652	1.5086	11.0126	0.1764	0.0276	0.5722
O	7.1522	8.9464	10.5695	0.497	-0.3649	0.7081
O	9.7506	1.2709	21.789	-0.1851	0.0852	0.2746
O	4.32	6.8197	21.2773	0.0774	0.2534	-0.1158
O	5.3994	3.8599	15.0909	0.2475	0.0389	-0.6143
O	5.843	2.0991	20.0073	0.1721	-0.1371	-0.0129
O	5.0717	4.508	22.1491	-0.6231	-0.2401	-0.1119
O	0.9329	0.5117	19.0123	-0.03	-0.1742	-0.2425
O	10.4562	9.253	19.5323	-0.0196	-0.0962	-0.0083
O	8.2216	8.6016	12.8525	-0.2766	0.1601	-0.2417
O	2.3972	3.0102	13.0158	-0.0934	0.0516	-0.0919
O	4.0537	0.9705	13.2906	-0.0358	-0.1646	-0.0289
O	10.0768	7.0977	21.0155	0.1097	0.0053	-0.1081
O	1.0104	5.4458	20.2045	-0.0138	-0.0267	0.1218
O	2.3292	9.2907	19.6436	0.0119	0.1264	-0.0506
O	1.4312	7.0149	0.0454	-0.0526	-0.1193	-0.1334
O	3.1588	8.1003	9.922	-0.3609	-0.0248	-0.1182
O	5.0676	5.2597	17.2962	0.0364	-0.1302	-0.181
O	0.0802	8.4077	13.3713	-0.4519	0.2581	-0.0828
O	1.3067	9.0111	11.2	-0.1275	-0.0132	0.0354
O	5.0419	9.4295	13.5464	0.8814	-0.0455	0.0639
O	3.8031	10.6326	15.5186	0.0432	-0.2721	-0.3341
O	6.0624	0.5173	22.1267	0.2937	0.342	0.229
O	7.5175	6.0188	17.687	0.2042	0.1057	-0.2417
O	6.2574	5.4153	13.0828	0.0063	0.0435	-0.2594
O	7.7847	10.0796	17.0073	0.0302	-0.2072	-0.8379
O	0.8943	10.4265	21.4489	-0.077	-0.0859	-0.4596
O	10.0275	10.6586	12.4673	-0.0936	-0.1532	-0.0617
O	3.4966	1.7999	10.8453	0.1856	-0.1016	0.1604
O	8.0863	1.4793	15.7273	-0.1315	-0.0867	-0.4021
O	1.1869	6.2758	15.4776	-0.0755	-0.2698	-0.1153
O	2.3874	7.3211	13.2721	-0.2228	0.2061	0.1515
O	9.2559	9.8333	14.8599	-0.606	-0.3045	-0.3176
O	3.7576	5.8536	15.0283	-0.1138	-0.0632	-0.0532
O	6.9329	4.5839	10.7267	-0.1435	0.2435	0.5846
O	8.2047	2.956	20.591	0.1073	-0.2686	0.2577
O	9.7367	5.3224	16.3053	0.1342	0.1034	-0.1833
O	1.5956	10.149	16.8501	-0.0068	0.1333	-0.029
O	6.9785	0.2435	13.6407	-0.2936	-0.4337	0.1815
O	5.3437	10.8405	10.1222	0.0578	-0.1003	-0.5393
O	0.2588	4.2282	14.1291	0.0459	-0.0209	-0.1271
O	2.3708	9.9187	13.3775	0.1655	-0.1253	0.0191
O	8.1924	9.0957	0.3247	0.6158	0.5743	-0.2207
O	7.9927	8.1036	20.0887	0.303	0.0564	0.0674

Results
free energy: -42152.618 eV
free energy less fixed offsets of O -463.61, Si -117.95 eV per atom: -11.638 eV
pressure: -0.82 GPa
stress xx, yy, zz, yz, xz, xy (GPa, positive in tension): 0.61, -0.01, 1.85, -0.5, 0.35, -0.37

The program warned: the forces do not sum to zero within the program's tolerance.
